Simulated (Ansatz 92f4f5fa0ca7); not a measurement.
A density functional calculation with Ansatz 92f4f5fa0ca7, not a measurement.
Periodic cell of 223 atoms, Si133O90, from a study of silicon, its oxide and their interface. The atomic structure is a simulated model.
Doubt: the cutoff is far below the 930 eV that the study's wrapper takes by default for these files, so forces and energies are approximate.
This geometry differs little from another in the collection (a relaxation step or a small displacement).

Settings: functional PBE; potential files Ansatz PAW; basis plane waves; wave-function cutoff 580 eV; density cutoff ratio 5; exchange-correlation grid ratio 1; k mesh 1 x 1 x 1, Gamma-centred; self-consistency stop 5e-08 eV per atom in the density residual; occupations fixed; spin none; net charge 0.

Cell vectors (angstrom)
a  10.938  0  0
b  0  10.938  0
c  0  0  32.3441

Atoms and the computed forces on them: element, x, y, z (angstrom), force x, y, z (eV/angstrom)
Si  0.3408  -0.2907  24.7472  0.0009  -0.0035  0.0032
Si  5.2898  0.2925  25.0495  -0.0042  0.0026  -0.0151
Si  3.0747  2.4769  25.0166  -0.0033  0.0083  0.011
Si  7.9452  2.9311  25.0079  -0.003  0.0008  -0.0053
Si  -0.203  5.6633  24.7794  -0.0041  0.0065  0.0043
Si  5.7569  5.1734  24.8994  -0.0008  0.0015  0.0029
Si  2.6214  8.4054  24.6485  -0.004  0.0033  -0.0036
Si  8.4939  7.9056  24.8236  -0.0001  -0.0023  0.0026
Si  1.4087  1.2938  26.172  0.0037  -0.0043  -0.0028
Si  6.8335  1.4067  26.3801  0.0054  -0.0011  0.0047
Si  4.1788  4.0907  26.2839  -0.0013  -0.0045  -0.002
Si  9.6043  4.1132  26.179  -0.0016  0.0032  0.0036
Si  1.4205  6.8457  26.0544  -0.0032  0.0007  0.0054
Si  6.899  6.7983  26.1749  0.006  -0.0046  -0.0005
Si  4.1021  9.5356  26.1496  -0.0043  -0.0006  0.0043
Si  9.6513  9.5335  26.1064  0.006  -0.0048  -0.0001
Si  2.7549  -0.046  27.5721  0.0009  0.0005  -0.0035
Si  8.2628  -0.0486  27.5442  -0.004  0.0038  0.0035
Si  0.0253  2.7034  27.5222  -0.0018  0.0023  0.0021
Si  5.4714  2.7482  27.6819  -0.0006  0.0035  0.0033
Si  2.7337  5.4826  27.5236  -0.0008  0.0022  0.0004
Si  8.2326  5.4481  27.5816  -0.0008  0.0002  -0.0053
Si  0.0477  8.1752  27.5256  0.0014  -0.0014  -0.0037
Si  5.4911  8.1778  27.5193  -0.0009  0.0015  0.0029
Si  4.1018  1.3673  28.9258  -0.2489  -0.2777  0.4181
Si  9.5708  1.3673  28.9258  0.1554  -0.0937  -0.1457
Si  1.3673  4.1018  28.9258  0.0291  -0.0174  -0.3111
Si  6.8362  4.1018  28.9258  0.3128  0.2662  0.6421
Si  4.1018  6.8362  28.9258  0.0124  0.0194  -0.222
Si  9.5708  6.8362  28.9258  0.2217  0.043  -0.0271
Si  1.3673  9.5708  28.9258  0.0041  -0.1756  0.0917
Si  6.8362  9.5708  28.9258  0.1072  -0.1504  -0.2488
Si  0  0  30.2931  0.0164  0.0143  -0.0191
Si  5.469  0  30.2931  -0.0382  0.0698  -0.0119
Si  2.7345  2.7345  30.2931  -0.0123  -0.055  0.0042
Si  8.2035  2.7345  30.2931  -0.0493  0.0781  -0.001
Si  0  5.469  30.2931  -0.058  0.0342  -0.013
Si  5.469  5.469  30.2931  0.0674  0.0171  0.0032
Si  2.7345  8.2035  30.2931  -0.033  0.0556  -0.0167
Si  8.2035  8.2035  30.2931  0.0003  0.0103  -0.0167
Si  1.3673  1.3673  31.6603  -0.0243  -0.0027  -0.0012
Si  6.8362  1.3673  31.6603  0.0427  -0.0647  -0.0168
Si  4.1018  4.1018  31.6603  0.0194  0.0057  -0.0197
Si  9.5708  4.1018  31.6603  0.0321  -0.0449  -0.0158
Si  1.3673  6.8362  31.6603  0.0901  -0.0322  -0.0266
Si  6.8362  6.8362  31.6603  -0.0196  -0.0087  -0.0091
Si  4.1018  9.5708  31.6603  0.0014  -0.0447  -0.0233
Si  9.5708  9.5708  31.6603  -0.015  0.0251  -0.0157
Si  2.7345  0  0.6835  0.06  -0.007  -0.0154
Si  8.2035  0  0.6835  -0.0547  0.0497  0.0048
Si  0  2.7345  0.6835  -0.0204  0.0227  0.0503
Si  5.469  2.7345  0.6835  -0.043  0.0433  0.0396
Si  2.7345  5.469  0.6835  -0.0909  0.0382  -0.0007
Si  8.2035  5.469  0.6835  0.0108  -0.0133  -0.0193
Si  0  8.2035  0.6835  -0.0228  0.007  0.0316
Si  5.469  8.2035  0.6835  0.0284  0.0215  0.0448
Si  4.1018  1.3673  2.0507  -0.1161  -0.145  0.0181
Si  9.5708  1.3673  2.0507  -0.0198  -0.1479  -0.0146
Si  1.3673  4.1018  2.0507  0.1498  0.0411  -0.0095
Si  6.8362  4.1018  2.0507  0.0587  0.0587  0.024
Si  4.1018  6.8362  2.0507  -0.0288  -0.0679  0.0125
Si  9.5708  6.8362  2.0507  -0.1306  -0.105  0.0051
Si  1.3673  9.5708  2.0507  0.0687  0.0798  0.0026
Si  6.8362  9.5708  2.0507  0.0997  0.042  0.0088
Si  0  0  3.418  -0.0284  0.3048  -0.3665
Si  5.469  0  3.418  0.0681  0.1804  -0.0064
Si  2.7345  2.7345  3.418  -0.2521  0.1208  -0.1246
Si  8.2035  2.7345  3.418  -0.1161  0.0973  0.3573
Si  0  5.469  3.418  -0.1952  -0.201  0.1297
Si  5.469  5.469  3.418  -0.0157  -0.0831  0.1391
Si  2.7345  8.2035  3.418  0.0422  0.0222  0.0094
Si  8.2035  8.2035  3.418  -0.0593  -0.0423  -0.3083
Si  1.2211  1.4983  4.7703  -0.0014  -0.002  -0.0016
Si  6.8003  1.39  4.8253  0.0003  -0.0003  0.0034
Si  4.1338  4.0292  4.7941  -0.0021  0.0041  0.0054
Si  9.5388  4.112  4.8499  0.0046  -0.0021  0.002
Si  1.3659  6.8205  4.7657  0.0035  -0.0001  0.0037
Si  6.7897  6.9001  4.7806  0.0032  -0.0059  0.0052
Si  4.0759  9.6192  4.7717  0.0031  0.0003  0.0023
Si  9.6089  9.5447  4.7198  -0.0057  0.0092  0.0053
Si  2.6653  0.139  5.9662  -0.0048  0.001  -0.0017
Si  8.1815  -0.081  6.0309  0.0059  -0.0046  -0.009
Si  -0.1801  2.7186  6.38  -0.0008  -0.0021  -0.0008
Si  5.4372  2.6841  6.3369  -0.0012  0.0008  -0.0005
Si  2.6659  5.3589  6.0653  0.0063  -0.004  -0.0024
Si  8.1611  5.5329  6.1466  -0.0031  0.0059  0.001
Si  0.0382  8.2176  6.12  -0.0047  -0.0098  -0.0068
Si  5.3856  8.2506  6.1889  -0.0054  -0.0025  -0.0064
Si  3.6728  1.5478  7.5596  -0.0011  0.001  0.0026
Si  9.6162  0.8896  7.606  0.0029  0.0036  0.0034
Si  1.5242  3.8994  7.5592  0.0011  -0.0009  -0.0014
Si  6.5353  4.4582  7.4811  -0.0053  -0.0028  0.0078
Si  4.1848  6.5831  7.3273  -0.0031  -0.0058  0.0016
Si  9.3644  7.1387  7.4232  -0.0024  -0.0022  0.0001
Si  1.193  9.8956  7.2991  0.0064  0.0197  0.0116
Si  7.072  9.3536  7.4349  0.0101  0.0063  0.009
O  9.6055  6.7854  24.2899  -0.0018  -0.0037  -0.0046
O  4.1774  1.3714  24.4517  0.0031  -0.0031  0.0019
O  8.192  8.2108  7.884  -0.0002  -0.0026  -0.003
O  2.6459  2.7696  8.0281  0.0018  0.0005  0.0023
O  6.8608  4.0355  24.406  0.0025  -0.0026  -0.0002
O  1.4659  9.5328  24.2059  0.0037  0.0022  -0.0022
O  5.3612  5.5539  7.8452  0.0046  -0.0004  0.0027
O  0.0072  -0.0413  7.8424  -0.0033  -0.0054  -0.0006
O  7.1275  4.0723  8.9585  -0.0038  -0.0055  -0.0028
O  6.706  10.2103  8.8184  -0.0037  -0.0014  -0.0031
O  10.1612  6.6676  8.7894  0.0013  0.0023  0.001
O  2.0771  9.5593  8.6385  -0.0018  -0.0022  -0.0048
O  3.9016  0.6226  8.9314  0.0007  0.0005  -0.0021
O  1.0462  4.7006  8.9335  -0.0003  0.0023  0.0019
O  8.868  0.7934  9.1068  -0.0034  0.0002  -0.0039
O  3.3694  7.1184  8.6389  0.0016  0  -0.0023
O  7.7692  8.5322  23.4785  0.0002  0.0008  0.0008
O  8.546  2.0656  23.763  -0.0014  0.0021  0.0037
O  5.0907  5.7872  23.5325  0.0002  -0.0005  -0.0009
O  2.4739  3.2644  23.7249  0.0002  -0.001  -0.0076
O  10.6221  0.4255  23.4063  -0.0015  0.0007  -0.0006
O  0.4193  4.9439  23.4191  0.0019  -0.0014  0.0006
O  3.3794  7.7979  23.2777  -0.0006  0.0008  0.0039
O  6.1612  10.6596  23.7983  -0.0019  0.0025  0.0077
Si  9.5546  2.5465  19.9325  -0.0004  -0.0001  -0.0001
Si  5.5795  6.6955  19.6354  -0.0011  -0.0023  -0.0004
Si  8.0022  3.392  14.5564  0.0126  0.0032  0.0152
Si  13.313  3.2341  13.3491  -0.0056  -0.0023  -0.0025
Si  4.658  1.4274  13.6019  -0.0014  -0.0051  0.0062
Si  5.0202  7.2095  14.3229  -0.0034  -0.0004  0.0016
Si  4.0085  5.4652  12.2669  -0.0062  0.0052  -0.0027
Si  4.0103  6.4566  22.5168  0.0031  0.0003  -0.0026
Si  9.5778  11.0038  14.3338  0.0713  -0.111  0.007
Si  6.8197  5.5185  12.6396  -0.0085  -0.0008  -0.0033
Si  7.3128  1.8999  12.1758  0.008  -0.0164  -0.0085
Si  3.3099  13.5118  17.8223  -0.0016  -0.0002  -0.0015
Si  7.9899  4.3648  10.2965  0.0067  -0.0007  0.0011
Si  9.1896  7.8145  14.6429  0.0915  0.1186  -0.0049
Si  7.5583  0.5091  18.4648  0.0025  -0.0002  0.003
Si  9.7711  5.1792  16.2521  0.0055  0.006  -0.0009
Si  7.7017  9.6854  16.2813  0.0076  0.0261  -0.0202
Si  2.1789  11.3433  12.4189  0.0012  0.0022  -0.0015
Si  7.9893  15.8595  18.7777  -0.0027  -0.0001  0.0044
Si  12.485  13.4812  20.0675  0.0016  0.0022  0
Si  -1.6471  1.0851  22.7141  0.0015  -0.0003  -0.0028
Si  4.9329  10.0225  15.4065  -0.007  -0.0058  0.0007
Si  2.8549  10.9461  19.2408  0.0014  -0.0004  0.0005
Si  5.5666  9.6646  20.0991  -0.0012  -0.0021  0.001
Si  10.7471  5.4447  9.6995  0.0028  0.0043  0.0008
Si  7.1015  9.8434  22.7728  0.0019  -0.0013  -0.0027
Si  6.2753  13.827  17.0048  -0.0008  -0.004  0.006
Si  -3.1266  -0.1987  9.9178  0.0047  -0.0032  -0.0037
Si  1.7351  4.2686  16.0818  0.0042  -0.0004  -0.0041
Si  -1.7032  9.1517  11.9797  -0.0095  0.0269  0.0204
Si  0.9861  8.9339  14.2605  -0.1236  0.0159  0.0409
Si  3.4887  7.6298  10.1715  -0.0002  0.0027  0.0037
Si  1.7416  4.2825  22.7094  0.0017  -0.0037  -0.0008
Si  2.532  9.1424  16.966  -0.0176  -0.0105  -0.0214
Si  14.0011  10.3536  9.6778  0.0011  -0.0015  0.0038
Si  3.9763  6.4005  17.0676  -0.0043  0.0039  -0.001
Si  11.6801  -3.4835  11.7258  0.0043  0.0031  0.0094
O  5.0775  6.6876  15.875  0.001  -0.0008  0.0028
O  3.7073  2.6471  14.1128  0.0062  0.0018  -0.0015
O  6.6454  3.1755  15.4417  0.0059  -0.0039  -0.0061
O  3.9909  10.1245  20.0896  0.0016  0.001  -0.0007
O  4.2537  6.4359  10.97  -0.0003  -0.0002  0.0021
O  1.3357  3.3719  21.4392  0.0011  0.0011  -0.0001
O  4.0941  9.1658  10.2064  0.0001  0.0004  -0.0015
O  -3.3974  -5.2355  11.1652  0.0008  -0.0074  0.002
O  10.6479  -2.2922  11.3731  0.001  0.0049  0.0117
O  9.2026  3.7931  15.5789  -0.0033  0.0032  0.0012
O  5.4307  4.6894  12.4165  0.0049  -0.0038  -0.0013
O  3.5532  10.1568  16.2217  0.0057  0.0024  -0.002
O  6.385  6.866  13.4759  0.0059  -0.0086  0.0034
O  10.2958  9.1163  14.6663  0.0889  -0.1534  0.014
O  6.0943  9.6318  16.4617  0.0006  -0.0036  0.0029
O  9.773  6.3753  15.1006  -0.009  -0.013  -0.0038
O  13.761  4.3421  12.1951  -0.0009  0.0023  0.0002
O  6.7343  1.3769  17.3626  -0.0021  0.0011  0.0035
O  1.5426  8.6869  15.7526  0.0231  0.0081  0.0242
O  1.9636  9.9083  18.3034  -0.0006  0.0035  0.0064
O  14.1469  7.7723  17.4857  -0.0003  -0.005  0.0033
O  4.6937  14.0848  17.2204  0.0017  -0.0003  -0.0027
O  8.6685  12.3806  19.1535  -0.0003  -0.0002  -0.001
O  5.7985  2.0719  12.6827  0.0224  0.0053  0.0089
O  8.2473  2.0611  13.5689  -0.0501  0.0302  -0.0314
O  2.7542  5.4605  22.2366  -0.0012  -0.0009  0.0033
O  8.8782  14.9763  19.8386  -0.0004  -0.0002  -0.0026
O  2.0753  10.9501  10.8419  0.0003  -0.001  0.0012
O  -3.1123  4.6872  13.5937  -0.0014  -0.0162  0.0025
O  10.6983  11.8557  14.9406  -0.1436  0.0346  -0.0521
O  7.7953  3.1012  11.2502  0.0088  -0.0089  0.0077
O  8.7302  7.9826  13.0676  -0.0089  -0.0029  -0.024
O  2.7518  14.2038  19.2138  0.0007  -0.0011  -0.0018
O  12.4677  4.0597  14.4692  0.0008  0.0011  0.0015
O  8.2865  10.8276  22.2279  -0.001  0  0.0008
O  13.0004  7.7833  10.894  -0.0052  -0.0013  -0.0017
O  12.5607  1.9427  12.6533  0.0044  -0.002  0.0005
O  8.1423  10.6628  15.0565  0.0159  0.0403  0.0029
O  4.7238  16.885  18.4488  -0.0015  0.0004  0.0013
O  8.3067  10.1947  17.7055  0.007  -0.0018  -0.0007
O  5.2937  11.4831  14.8016  -0.009  0.0033  -0.0006
O  3.7754  0.3816  12.7265  0.0074  0.0087  -0.0045
O  7.0015  14.8482  18.009  -0.0017  -0.0004  -0.0066
O  -1.5407  10.5983  12.7344  -0.0024  0.0263  0.0105
O  9.7042  2.0247  21.466  -0.0003  0.0009  0.0001
O  5.7534  8.2795  19.255  0.0003  0  0.0001
O  2.9215  5.3142  16.4953  -0.0015  -0.0046  -0.0008
O  -2.5893  -1.5719  10.6395  -0.0023  -0.0026  -0.0076
O  6.4848  21.8146  19.5357  0.0035  -0.0014  0
O  11.964  7.5556  13.3525  0.0031  -0.0104  -0.0185
O  6.1089  9.341  21.598  -0.0012  -0.0002  0.0006
O  2.1308  2.8186  16.7225  -0.0022  0.0002  0.0008
O  7.0775  16.9337  19.6283  -0.0006  -0.0006  -0.0024
O  7.2359  11.546  11.205  -0.0105  0.0076  -0.0021
O  8.9378  16.5427  17.6086  0.001  0.0012  -0.0047
O  1.9394  0.9364  20.2456  0.0002  0.0014  0.0001
O  3.7778  -4.488  13.5666  0.0043  -0.0042  0.0002
O  8.1451  8.18  15.8285  -0.0129  0.0046  0.0065
O  0.2135  6.0008  11.1915  -0.0028  0.002  0.0024
O  4.8127  8.8307  14.2818  0.0078  -0.0019  0.0005
O  11.0508  13.5508  19.2854  0.0005  0.0009  0.001
O  4.7879  6.6534  21.0839  -0.0006  -0.0004  0.0017
O  1.5219  10.1788  13.3774  0.0063  0.0227  -0.0054
O  11.3047  4.9005  16.6914  -0.0049  0.0049  -0.0015
O  3.5978  1.0213  18.1989  -0.0002  -0.0003  -0.0012
O  9.5584  4.3636  9.886  -0.0027  0.0006  -0.0033

Results
free energy: -135733.044 eV
free energy less fixed offsets of O -568.88, Si -635.61 eV per atom: 2.286 eV

The program warned: the cutoff lies below the one the program advises for these potential files; the forces do not sum to zero within the program's tolerance; the exchange-correlation potential is rough where the density is thin.
